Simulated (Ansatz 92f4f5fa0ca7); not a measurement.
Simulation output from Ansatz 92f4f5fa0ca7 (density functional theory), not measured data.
Periodic cell of 213 atoms, Si132O80H1, from a study of silicon, its oxide and their interface. The atomic structure is a simulated model.
Doubt: the cutoff is far below the 930 eV that the study's wrapper takes by default for these files, so forces and energies are approximate.
This geometry differs little from another in the collection (a relaxation step or a small displacement).

Settings: functional PBE; potential files Ansatz PAW; basis plane waves; wave-function cutoff 580 eV; density cutoff ratio 5; exchange-correlation grid ratio 1; k mesh 1 x 1 x 1, Gamma-centred; self-consistency stop 5e-08 eV per atom in the density residual; occupations fixed; spin none; net charge +1 e, with a uniform compensating background and no finite-size correction.

Cell vectors (angstrom)
a 10.938 0 0
b 0 10.938 0
c 0 0 31.1921

Atoms: element, x, y, z (angstrom)
Si -0.4829 0.2926 23.8312
Si 6.1567 -0.4401 23.6002
Si 2.2511 3.2432 23.9008
Si 8.8206 2.1551 23.9309
Si 0.4407 4.8578 24.0149
Si 5.1003 5.9905 23.6668
Si 3.3291 7.7192 23.7884
Si 7.9182 8.7392 23.7929
Si 1.3769 1.3073 24.9505
Si 6.9146 1.3015 25.0238
Si 4.1519 4.1725 24.9526
Si 9.6025 3.9782 25.1995
Si 1.4513 6.7946 24.9859
Si 6.8801 6.9002 24.942
Si 4.2869 9.567 24.8991
Si 9.5418 9.6124 25.2437
Si 2.8043 -0.0473 26.3018
Si 8.1753 0.0219 26.5308
Si 0.0773 2.6334 26.4794
Si 5.4885 2.7277 26.3233
Si 2.7701 5.45 26.4268
Si 8.1919 5.4749 26.3674
Si 0.0511 8.1591 26.3839
Si 5.5217 8.2008 26.4055
Si 4.1018 1.3673 27.7739
Si 9.5708 1.3673 27.7739
Si 1.3673 4.1018 27.7739
Si 6.8362 4.1018 27.7739
Si 4.1018 6.8362 27.7739
Si 9.5708 6.8362 27.7739
Si 1.3673 9.5708 27.7739
Si 6.8362 9.5708 27.7739
Si 0 0 29.1411
Si 5.469 0 29.1411
Si 2.7345 2.7345 29.1411
Si 8.2035 2.7345 29.1411
Si 0 5.469 29.1411
Si 5.469 5.469 29.1411
Si 2.7345 8.2035 29.1411
Si 8.2035 8.2035 29.1411
Si 1.3673 1.3673 30.5084
Si 6.8362 1.3673 30.5084
Si 4.1018 4.1018 30.5084
Si 9.5708 4.1018 30.5084
Si 1.3673 6.8362 30.5084
Si 6.8362 6.8362 30.5084
Si 4.1018 9.5708 30.5084
Si 9.5708 9.5708 30.5084
Si 2.7345 0 0.6835
Si 8.2035 0 0.6835
Si 0 2.7345 0.6835
Si 5.469 2.7345 0.6835
Si 2.7345 5.469 0.6835
Si 8.2035 5.469 0.6835
Si 0 8.2035 0.6835
Si 5.469 8.2035 0.6835
Si 4.1018 1.3673 2.0507
Si 9.5708 1.3673 2.0507
Si 1.3673 4.1018 2.0507
Si 6.8362 4.1018 2.0507
Si 4.1018 6.8362 2.0507
Si 9.5708 6.8362 2.0507
Si 1.3673 9.5708 2.0507
Si 6.8362 9.5708 2.0507
Si 0 0 3.418
Si 5.469 0 3.418
Si 2.7345 2.7345 3.418
Si 8.2035 2.7345 3.418
Si 0 5.469 3.418
Si 5.469 5.469 3.418
Si 2.7345 8.2035 3.418
Si 8.2035 8.2035 3.418
Si 1.3794 1.3474 4.7628
Si 6.7985 1.4299 4.8779
Si 4.0845 4.1301 4.7731
Si 9.5986 4.0994 4.8344
Si 1.3542 6.7988 4.8387
Si 6.7845 6.8979 4.6921
Si 4.0419 9.6111 4.8406
Si 9.4526 9.6511 4.7025
Si 2.6777 0.0313 6.2753
Si 8.1271 -0.0079 6.235
Si 0.0584 2.6818 6.1887
Si 5.4889 2.9153 6.2552
Si 2.6601 5.3331 6.2473
Si 8.176 5.5814 6.0563
Si -0.1095 8.2788 5.9992
Si 5.3781 8.1602 6.1178
Si 3.7659 1.8142 7.4357
Si 10.0181 0.8981 7.3532
Si 1.8426 3.4488 7.5887
Si 6.3838 4.9444 7.4006
Si 4.4245 6.3795 7.3608
Si 8.9101 7.5345 7.1668
Si 0.6944 10.0258 7.302
Si 7.0757 9.1178 7.4166
O 0.5201 9.2241 8.7999
O 1.2181 3.6605 9.1503
O 9.7742 1.3086 8.967
O 6.5892 9.1808 9.0166
O 4.5339 1.2172 8.7913
O 3.8674 6.6934 8.8967
O 7.0521 5.4561 8.8939
O 9.1783 7.3649 9.0081
O 2.2894 3.2182 22.2067
O 6.0246 11.0686 22.0237
O 8.4601 2.6673 22.4069
O 0.0325 4.6671 22.3774
O 8.7398 8.455 22.3562
O 2.899 8.1824 22.2427
O 5.6509 5.6915 22.115
O 10.5956 10.4344 22.3506
Si 1.3636 4.3563 21.4484
Si 1.5281 3.7195 15.7255
Si 8.7429 0.6104 10.0208
Si 6.2219 0.8262 20.5533
Si 0.3577 13.3826 19.3766
Si 4.0746 6.8024 10.5093
Si 10.101 9.037 21.6277
Si 3.6566 7.5762 19.032
Si 8.6369 5.4502 19.4322
Si 5.1134 14.0857 19.086
Si 0.2236 10.6314 14.6671
Si 6.0149 9.3146 10.558
Si -2.4407 1.9048 12.9724
Si 4.8381 10.2598 18.1457
Si 8.3131 0.1523 15.3984
Si 6.1958 3.6371 13.9916
Si 12.7761 7.3853 21.2848
Si -3.7344 8.7019 16.7386
Si 0.5699 2.3204 13.2637
Si 5.957 6.6218 14.856
Si 3.1905 6.3754 16.2938
Si 7.024 13.4159 16.5713
Si 1.5218 3.7201 10.7711
Si 8.2776 5.9924 9.8137
Si 1.0917 6.7476 11.5972
Si 7.5222 7.6513 12.4144
Si 8.8189 2.4977 20.8401
Si 2.7868 12.7039 17.8021
Si 5.7076 5.8932 20.4936
Si 5.6781 1.2338 9.9542
Si 4.6246 3.8371 11.4329
Si -0.5437 7.9499 13.7818
Si -0.7003 8.6725 9.7161
Si -1.2574 3.8315 17.1018
Si 0.6384 8.3261 16.3717
Si -1.3294 8.2109 18.8397
O 4.861 3.6713 13.0386
O 9.2373 -1.0153 10.0615
O 1.9861 7.4509 16.2553
O 1.4101 3.4291 14.1143
O 8.2084 8.4664 18.0108
O 5.0915 4.6138 19.7313
O 0.9292 5.1646 11.2558
O 2.1469 5.7856 21.4911
O 0.0394 4.2476 16.1994
O 4.8216 5.4282 11.0372
O -1.2936 6.7418 19.6
O 6.2921 7.3882 13.4424
O 3.6788 3.0077 18.3516
O 5.8533 9.563 17.0717
O 8.9432 7.5784 13.1762
O 5.58 2.7075 10.6833
O 11.2877 7.8977 21.7097
O 6.3272 13.8618 17.9788
O -3.7361 9.071 11.665
O 0.8361 2.5311 11.6545
O 7.4774 11.8432 16.5895
O -0.6665 2.7131 18.1337
O 5.9946 2.6839 15.3048
O 10.3273 1.8798 20.5742
O 4.8271 7.2096 20.1083
O 5.3843 -0.1284 10.8361
O 5.2358 2.1145 20.3491
O 9.9287 11.2985 15.5203
O -3.0309 11.6447 13.9138
O 3.8022 6.5042 17.8025
O 9.354 4.8192 10.0625
O 7.6731 6.5432 11.1934
O 1.0071 14.7996 19.9357
O 3.8537 11.4657 17.5709
O -2.968 9.5092 15.5343
O 2.1672 7.5957 19.7097
O 7.4167 3.1264 13.0168
O 8.4357 3.2406 16.2218
O -1.9856 16.0114 17.8689
O 0.6742 7.0438 13.138
O 8.7666 4.0294 20.2415
O 7.2062 6.0812 19.886
O -4.1633 7.2555 16.1144
O 3.1093 3.5031 10.9837
O 2.6266 4.8825 15.9874
O 4.3529 6.6853 15.1751
O 10.9373 7.7242 10.8153
O 11.9527 11.7746 13.8108
O 5.7876 10.7039 19.3951
O -0.04 8.3852 17.8425
O 2.635 7.0989 11.2326
O -0.2934 -1.3854 13.5303
O 2.0353 24.2038 16.4487
O 7.745 1.3894 20.2752
O 1.5759 12.3895 18.8915
O -4.4465 5.1081 14.6079
O -3.7049 0.9678 9.4278
O 9.7597 9.3117 20.048
O -6.0063 8.1402 10.8181
O 1.0863 9.8092 15.7885
O -1.0301 2.5118 13.5003
O 3.7878 9.1142 18.5666
O -0.4983 7.6668 15.382
O 8.7816 1.2548 11.4978
H 10.104 4.6385 9.4754

Results
free energy: -129428.462 eV
free energy less fixed offsets of H -15.97, O -568.88, Si -635.61 eV per atom: -1.572 eV

Forces (eV/angstrom), in the order of the atoms: element, x, y, z
Si 0.0004 0.0077 0.004
Si 0.0096 -0.0051 0.0042
Si 0.0028 0.0015 0.0034
Si -0.0003 -0.0075 -0.0014
Si -0.004 -0.0075 0.0014
Si 0.0017 0.0086 0.0017
Si -0.0097 -0.0147 -0.0027
Si -0.0143 -0.0003 0.0036
Si -0.0025 0.0009 0.002
Si -0.0002 -0.0002 0.0029
Si -0.008 -0.0019 0.0021
Si 0.0023 0.0044 0.004
Si 0.0074 0.01 0.0049
Si 0.0016 0.001 0.0002
Si 0.0014 0.0048 0.0054
Si 0.0001 0.0037 0.0025
Si -0.0009 0.0013 -0.0039
Si 0.0002 0.0006 -0.0043
Si 0.0057 0.0039 -0.007
Si 0.0029 -0.0001 -0.0017
Si 0.0054 0.0024 -0.0111
Si -0.0008 -0.0004 -0.0035
Si 0.0007 -0.0015 -0.0027
Si 0.0006 -0.003 -0.0053
Si 0.0488 -0.0027 -0.6551
Si 0.1026 -0.0169 0.8576
Si 0.3123 -0.181 0.2473
Si -0.0974 -0.0043 -0.4004
Si 0.1565 0.1525 0.0498
Si 0.0753 -0.1123 -0.2994
Si 0.3578 -0.0491 -0.4745
Si -0.2038 -0.1859 0.6821
Si -0.1223 0.0586 0.0278
Si -0.0039 -0.0873 0.0321
Si -0.0258 0.1046 0.0275
Si 0.1373 0.0416 0.022
Si -0.0676 -0.0473 -0.0113
Si -0.0475 0.0328 0.002
Si 0.061 0.0651 0.0134
Si -0.0407 0.0978 0.0147
Si 0.0216 -0.0529 -0.005
Si -0.0085 0.0364 -0.0485
Si 0.0431 -0.0311 0.01
Si -0.0178 0.0109 -0.0106
Si 0.0092 -0.0133 -0.0433
Si 0.063 -0.0577 -0.0084
Si -0.0554 0.0075 -0.0151
Si 0.0853 -0.093 0.0001
Si 0.0409 -0.01 0.0272
Si -0.0687 0.0646 -0.0025
Si -0.0479 0.0216 -0.01
Si 0.0387 -0.0305 0.0187
Si -0.0348 0.0226 0.0082
Si 0.0253 0.0179 0.0389
Si -0.0098 -0.004 0.0268
Si -0.0792 0.1165 -0.0186
Si -0.0142 0.0269 -0.0157
Si 0.1152 0.0057 -0.0185
Si 0.0125 -0.0232 0.0177
Si -0.0305 0.0001 0.0137
Si 0.076 -0.0381 -0.0323
Si -0.0261 0.0127 0.017
Si -0.1209 -0.0994 0.0094
Si 0.0889 -0.1189 -0.0563
Si -0.0979 0.1371 -0.338
Si -0.1387 0.2745 0.5877
Si 0.2033 -0.1388 -0.153
Si 0.0028 -0.0289 0.5331
Si 0.0031 -0.0648 0.2162
Si -0.2621 -0.0157 -0.4415
Si -0.1286 -0.0627 0.4719
Si -0.2864 0.2401 -0.8693
Si -0.0081 -0.0023 0.0059
Si 0.0036 -0.0012 0.003
Si -0.0006 -0.0072 0.0081
Si -0.0055 0.0016 0.0072
Si -0.0041 0.001 0.0064
Si -0.003 -0.0103 0.0127
Si -0.008 0.0064 0.0021
Si 0.0023 0.0055 0.0155
Si 0.0066 0.0025 -0.0023
Si -0.0052 0.0035 -0.0094
Si 0.0032 0.0008 -0.0068
Si -0.0129 0.0027 -0.0061
Si -0.0024 0.0086 -0.0095
Si 0.0071 0.0031 -0.0131
Si 0.0154 0.0025 -0.0122
Si 0.0099 0.0016 -0.0013
Si -0.0079 0 -0.0001
Si 0.0062 -0.0018 -0.0005
Si 0.0113 -0.006 0.0047
Si 0.0041 0.0075 -0.0083
Si -0.0055 -0.0273 -0.0117
Si -0.0215 -0.0251 0.0041
Si -0.0027 0.0009 -0.0018
Si 0.0016 0.0045 0.0016
O 0.0185 0.0071 -0.004
O -0.0009 0.0019 0.002
O 0.0012 0.0037 -0.0017
O -0.0088 0.0027 0.0046
O 0.0048 0.0002 0.0027
O 0 0.0055 0.0098
O -0.0459 -0.0063 -0.0061
O 0.0033 -0.0079 0.0166
O 0.0012 -0.0023 -0.0051
O -0.003 0.0077 -0.0113
O -0.0013 0.0017 -0.0053
O -0.003 0.001 -0.0031
O 0.0055 -0.0025 -0.0073
O 0.0006 0.0028 -0.0013
O 0.0029 -0.0026 -0.0112
O 0.0011 -0.0032 -0.0057
Si 0.0014 0.0032 -0.0011
Si 0.0025 0.0021 -0.0054
Si -0.0032 -0.011 0.0042
Si 0.0016 -0.0015 0.0053
Si 0.0021 0.0057 0.0035
Si -0.0011 0.0018 0.0035
Si 0.0026 -0.0022 -0.0016
Si -0.008 -0.0025 0.0014
Si 0.0017 -0.0009 -0.0001
Si 0.0009 0.0017 0.0004
Si -0.0016 0.0026 -0.0047
Si 0.0046 0.0002 -0.005
Si 0.0023 -0.0042 -0.0147
Si 0.0024 -0.0006 -0.0029
Si 0.0015 0.0005 -0.0051
Si 0.0006 0.0026 -0.0097
Si -0.0009 -0.0016 0.0033
Si 0 -0.0005 -0.004
Si -0.0018 -0.0016 -0.0084
Si 0.0015 0.0002 -0.0086
Si -0.0003 -0.0017 -0.0045
Si -0.0013 -0.0025 -0.0037
Si -0.004 -0.0022 -0.0055
Si 0.0519 0.0435 0.0004
Si -0.0118 0.0061 -0.0107
Si 0.0045 -0.0067 -0.0174
Si -0.0024 0.0009 0.0066
Si -0.002 0.0022 -0.0058
Si -0.002 -0.0015 0.0054
Si 0.0018 0.0007 -0.0084
Si 0.0024 -0.0037 -0.0098
Si -0.0012 -0.0025 -0.0092
Si -0.0355 -0.031 -0.0083
Si -0.0031 0.0019 -0.005
Si 0.0004 0.0021 -0.0065
Si 0.0014 0.0034 0.0039
O 0.0007 -0.0007 0.0093
O 0.0022 0.0156 0.0074
O -0.0004 0.0001 0.0011
O 0.0025 0.0033 0.0057
O 0.0009 -0.0006 0.0003
O 0.002 0.0039 0.0014
O 0.0003 0.0018 0.0007
O -0.0005 -0.0002 0.0004
O -0.0027 0.0011 0.0011
O 0.0011 0.0013 -0.0004
O -0.0025 -0.0007 -0.0025
O -0.0035 -0.0014 0.0078
O -0.0021 -0.0015 -0.002
O -0.0034 0.0015 0.0023
O 0.0033 0.001 0.0048
O -0.0032 0.0046 0.0042
O -0.0025 0.0028 0.0006
O -0.001 0.0006 0.0012
O -0.0016 -0.0002 0.0025
O -0.0002 -0.0018 0.004
O -0.0016 0.0009 0.0008
O -0.0013 -0.0002 -0.0003
O 0.0001 -0.0021 0.0048
O -0.0015 0.0002 -0.0012
O 0.0026 -0.0024 -0.0005
O -0.0009 -0.0045 0.0035
O 0.0013 -0.0021 -0.0013
O -0.0016 0.0005 0.0002
O -0.001 0.0003 0.0054
O -0.0003 0.0016 0.0014
O -0.0256 0.008 0.0391
O -0.0122 0.0024 0.0241
O -0.0027 -0.006 -0.0027
O -0.0005 0.0004 -0.0002
O -0.0018 -0.0018 0.0016
O 0.004 0.0017 -0.0038
O -0.004 0.0024 0.005
O 0.0023 0.0015 0.0008
O -0.0003 0.0003 -0.0006
O -0.0008 0.0018 0.0095
O -0.0008 0.0021 -0.0011
O -0.0014 -0.0002 -0.0006
O -0.0002 0.0013 0.0012
O 0.0014 0.0007 0.0003
O -0.0011 0.0005 -0.0004
O -0.0026 0.0001 0.0023
O 0.0167 0.0019 0.0079
O -0.0007 -0.0018 0.002
O -0.0017 0 -0.001
O -0.0016 -0.0005 0.0008
O -0.0003 0.0002 0.0002
O 0.0009 0.0017 0.0021
O 0.0011 -0.0011 0.0021
O -0.002 0.0001 -0.0024
O 0.0002 -0.0015 0.0001
O -0.0006 0.0002 0.0017
O -0.0029 0.0011 0.0005
O -0.0017 -0.0017 -0.0053
O 0.0007 0.002 -0.0008
O 0.0018 -0.0027 0.0029
O -0.0017 0.0006 0.0007
O 0.0027 0.0029 -0.003
O 0.0001 0.0001 0.0058
O -0.0014 0.0059 0.01
H 0.0368 -0.0191 -0.0428

The program warned: the cutoff lies below the one the program advises for these potential files; the exchange-correlation potential is rough where the density is thin.
